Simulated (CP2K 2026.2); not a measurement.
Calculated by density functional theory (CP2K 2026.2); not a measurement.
Periodic cell of 534 atoms, Si358O176, from a study of silicon, its oxide and their interface. The atomic structure is a simulated model.
Doubt: the forces sum to 2.17 eV/angstrom along one axis rather than to zero, so they err by at least 0.0041 eV/angstrom per atom on average; the grid cutoff is modest.

Settings
functional: PBE
method: Gaussian and plane waves
basis set: DZVP-MOLOPT-SR-GTH
pseudopotentials: GTH-PBE
grid cutoff: 350 Ry, relative cutoff 50 Ry
k points: Gamma only
occupations: fixed
spin: none
net charge: 0

Cell vectors (angstrom)
a 16.4025 0 0
b 0 16.4025 0
c 0 0 36.1594

Atoms and the computed forces on them: element, x, y, z (angstrom), force x, y, z (eV/angstrom)
Si 0.258 16.027 0.07 -0.052 0.18 0.156
Si 2.797 2.853 0.148 0.151 0.011 0.039
Si 15.85 6.222 0.014 -0.189 0.093 0.027
Si 3.192 8.036 36.131 0.05 -0.201 0.176
Si 15.854 11.234 35.838 0.299 -0.49 0.509
Si 2.399 13.734 0.197 0.153 -0.219 0.341
Si 5.896 15.912 0.469 -0.011 -0.246 -0.105
Si 9.13 2.325 36.102 -0.115 -0.093 0.149
Si 5.374 5.685 0.022 0.228 -0.107 0.139
Si 8.802 7.507 0.284 -0.4 0.357 -0.104
Si 6.134 11.031 0.385 -0.418 0.074 0.293
Si 8.082 13.742 0.652 0.221 0.171 0.007
Si 11.027 16.279 0.487 -0.163 -0.144 0.043
Si 13.268 2.777 36.137 0.559 -0.088 0.295
Si 10.467 5.817 0.206 0.223 -0.21 -0.297
Si 13.492 8.349 0.232 -0.037 -0.07 0.174
Si 11.373 10.562 35.867 0.171 -0.297 0.285
Si 13.131 14.086 35.932 -0.289 0.188 0.137
Si 1.344 1.371 1.352 0.033 -0.074 -0.171
Si 4.23 4.118 1.466 -0.005 0.11 -0.091
Si 1.351 7.039 1.304 0.111 -0.018 -0.036
Si 4.336 9.604 1.37 0.207 0.021 -0.24
Si 1.12 12.261 1.464 -0.186 0.304 -0.51
Si 4.044 14.907 1.529 -0.06 -0.013 -0.231
Si 6.887 1.249 1.626 0.109 -0.098 0.049
Si 9.729 4.019 1.538 -0.212 -0.231 0.045
Si 6.924 6.731 1.479 -0.233 -0.018 -0.042
Si 9.387 9.239 1.788 0.273 -0.554 0.252
Si 6.882 12.356 2.07 0.107 -0.025 -0.138
Si 9.651 14.979 1.834 -0.073 0.01 -0.332
Si 12.433 1.313 1.631 -0.055 0.169 -0.039
Si 14.848 4.276 1.207 -0.108 -0.053 -0.118
Si 12.163 6.858 1.51 0.128 0.022 -0.034
Si 14.915 9.749 1.426 -0.082 0.092 -0.318
Si 12.312 12.331 1.177 -0.247 -0.005 -0.26
Si 14.909 14.992 1.292 0.205 -0.034 -0.243
Si 16.311 2.812 2.637 -0.061 -0.01 -0.192
Si 2.713 0.029 2.806 0.046 -0.021 0.051
Si 0.015 8.368 2.753 0.127 0.059 -0.017
Si 2.704 5.514 2.723 -0.075 0.029 -0.072
Si 16.243 13.658 2.825 0.02 0.099 0.028
Si 2.73 10.919 2.722 0.031 -0.092 -0.273
Si 5.519 2.706 2.879 -0.078 0.104 0.1
Si 8.296 0.021 3.07 -0.047 0.179 0.076
Si 5.575 8.195 2.855 0.032 -0.054 -0.05
Si 8.192 5.297 2.893 0.08 -0.104 0.037
Si 5.344 13.694 3.111 -0.146 0.136 0.085
Si 8.235 10.828 3.129 0.111 -0.128 0.157
Si 11.068 2.729 2.957 0.091 0.11 0.127
Si 13.782 16.34 2.887 -0.001 -0.068 0.097
Si 10.9 8.037 3.118 -0.348 0.091 0.146
Si 13.622 5.5 2.83 -0.063 0.061 -0.164
Si 11.025 13.489 2.916 -0.048 -0.081 -0.041
Si 13.576 11.048 2.803 -0.071 -0.13 0.078
Si 1.314 4.121 4.084 0.135 0.036 0.004
Si 4.085 1.371 4.212 -0.047 -0.087 0.002
Si 1.412 9.604 4.188 -0.134 -0.051 0.051
Si 4.096 6.837 4.166 0.008 0.032 -0.079
Si 1.306 15.037 4.164 -0.052 0.036 -0.121
Si 3.975 12.228 4.291 0.115 0.171 0.028
Si 6.826 4.035 4.32 0.034 0.023 -0.09
Si 9.666 1.413 4.365 -0.069 -0.077 -0.092
Si 6.823 9.484 4.4 -0.068 -0.022 -0.085
Si 9.522 6.652 4.378 0.063 -0.052 -0.111
Si 6.822 15.066 4.367 -0.122 0.135 -0.091
Si 9.646 12.23 4.379 0.107 -0.15 -0.101
Si 12.368 4.127 4.313 0.017 -0.077 -0.049
Si 15.101 1.406 4.173 -0.036 -0.02 0.023
Si 12.302 9.576 4.274 -0.071 0.074 -0.281
Si 15.056 6.904 4.128 -0.046 -0.029 -0.085
Si 12.356 14.975 4.238 0.098 -0.065 -0.067
Si 14.96 12.309 4.264 0.014 0.072 -0.107
Si 16.394 16.395 11.12 0.022 -0.003 0.008
Si 2.709 2.71 11.094 -0.009 0.037 -0.023
Si 16.396 5.44 11.073 0.034 0.011 -0.018
Si 2.718 8.185 11.088 0.026 -0.018 0.013
Si 0.011 10.928 11.109 0.013 -0.009 0.006
Si 2.732 13.658 11.1 0.031 -0.022 -0.002
Si 5.455 16.373 11.084 0.036 0.022 0.001
Si 8.199 2.687 11.111 -0.009 0.001 0.011
Si 5.435 5.442 11.119 0.014 0.03 -0.015
Si 8.2 8.21 11.101 0.011 0.002 0
Si 5.459 10.944 11.082 -0.013 -0.015 0.016
Si 8.206 13.671 11.068 -0.025 -0.06 -0.012
Si 10.94 16.386 11.115 -0.044 0.025 0.02
Si 13.68 2.716 11.101 -0.006 0.027 0.005
Si 10.961 5.441 11.098 -0.021 -0.029 -0.009
Si 13.701 8.194 11.086 -0.006 -0.026 -0.021
Si 10.944 10.958 11.081 -0.023 0.012 -0.001
Si 13.667 13.679 11.115 -0.043 0.018 0.003
Si 1.352 1.356 12.489 0.045 0.02 0.015
Si 4.073 4.051 12.477 0.001 0.005 0.011
Si 1.35 6.802 12.436 -0.078 -0.028 -0.029
Si 4.082 9.576 12.436 0.029 -0.036 -0.02
Si 1.373 12.295 12.482 0.016 0.009 -0.007
Si 4.099 15.016 12.476 -0.014 -0.008 0.017
Si 6.837 1.295 12.472 -0.034 -0.005 0.011
Si 9.592 4.06 12.453 0.018 0.045 0.006
Si 6.815 6.839 12.449 -0.021 -0.052 -0.008
Si 9.572 9.61 12.445 0.01 0.001 0.03
Si 6.846 12.318 12.433 0.059 0.067 -0.017
Si 9.562 15.017 12.468 0.014 -0.023 0.026
Si 12.315 1.346 12.475 -0.027 0.019 -0.015
Si 15.038 4.086 12.461 0.009 0.003 -0.022
Si 12.339 6.825 12.443 -0.007 0.042 -0.01
Si 15.044 9.564 12.471 0 0 0.026
Si 12.276 12.338 12.474 0.038 -0.047 0.02
Si 15.027 15.032 12.502 -0.039 -0.01 0.004
Si 16.359 2.707 13.854 -0.01 0.084 0.015
Si 2.714 16.371 13.846 0.021 0.016 -0.033
Si 0.002 8.158 13.817 0.135 -0.033 -0.017
Si 2.682 5.426 13.814 0.03 0.026 0.009
Si 0.003 13.658 13.854 0.045 -0.054 0.012
Si 2.736 10.916 13.844 -0.032 0.028 0.074
Si 5.436 2.639 13.813 0.075 0.002 -0.015
Si 8.196 16.334 13.874 0.002 0.044 -0.009
Si 5.458 8.24 13.804 -0.033 0.019 0.035
Si 8.202 5.447 13.765 -0.008 0.029 -0.028
Si 5.509 13.667 13.829 -0.008 -0.107 0.003
Si 8.224 11.006 13.826 -0.064 -0.014 0.02
Si 10.954 2.699 13.852 -0.025 0 0.028
Si 13.644 16.386 13.881 0.036 0.012 0.03
Si 10.982 8.245 13.753 0.011 -0.12 -0.045
Si 13.69 5.458 13.83 -0.02 -0.034 0.037
Si 10.916 13.697 13.884 -0.081 0.049 0.05
Si 13.675 10.979 13.798 -0.11 0.043 -0.054
Si 1.321 4.062 15.218 -0.022 -0.059 0.016
Si 4.109 1.262 15.242 -0.038 0.065 0.067
Si 1.352 9.517 15.192 -0.103 -0.104 -0.065
Si 4.051 6.847 15.106 -0.032 -0.042 -0.06
Si 1.332 15.046 15.233 -0.002 -0.045 -0.044
Si 4.155 12.288 15.169 0.06 0.067 -0.027
Si 6.851 4.016 15.087 -0.042 -0.024 -0.089
Si 9.595 1.293 15.207 -0.004 0.032 0.014
Si 6.827 9.657 15.152 0.06 0.031 -0.026
Si 9.587 6.876 15.043 0.046 0.024 -0.114
Si 6.846 14.974 15.298 -0.002 0.009 0.094
Si 9.535 12.374 15.288 0.139 -0.072 0.018
Si 12.336 4.088 15.203 0.039 0.061 -0.001
Si 14.992 1.357 15.255 -0.042 -0.036 0.059
Si 12.308 9.634 15.143 0.065 0.069 0.054
Si 15.053 6.815 15.218 0.027 0.014 0.062
Si 12.279 15.044 15.293 0.021 -0.097 0.037
Si 15.032 12.292 15.216 0.025 0.021 -0.009
Si 16.323 16.367 16.637 -0.007 0.142 0.04
Si 2.659 2.61 16.533 0.04 0.072 0.013
Si 16.389 5.432 16.644 -0.023 0.012 0.053
Si 2.733 8.172 16.574 -0.009 0.025 0.044
Si 16.327 10.821 16.545 0.159 -0.03 0.052
Si 2.784 13.665 16.47 0.019 -0.119 0.023
Si 5.453 16.293 16.692 0.09 0.026 0.069
Si 8.193 2.661 16.489 0.09 -0.052 0.081
Si 5.451 5.423 16.305 -0.009 -0.028 -0.008
Si 8.306 8.32 16.37 -0.061 -0.001 0.009
Si 5.506 10.988 16.629 -0.139 -0.032 0.029
Si 8.174 13.662 16.806 -0.029 0.053 0.113
Si 10.909 16.398 16.717 -0.037 0.022 0.094
Si 13.641 2.723 16.671 0.027 0.001 0.018
Si 10.925 5.539 16.407 -0.064 -0.01 0.092
Si 13.717 8.31 16.486 -0.178 -0.031 0.018
Si 10.995 11.013 16.564 -0.09 -0.135 -0.006
Si 13.711 13.676 16.622 -0.091 0.036 -0.036
Si 1.322 1.258 18.025 0.004 0.17 0.043
Si 4.068 4.092 17.67 -0.034 -0.003 -0.291
Si 1.364 6.83 17.997 -0.007 -0.038 0.073
Si 4.16 9.527 17.908 -0.13 0.115 0.125
Si 1.434 12.198 17.65 -0.028 -0.107 -0.366
Si 4.046 14.875 18.069 -0.021 -0.028 0.089
Si 6.884 1.321 17.977 0.214 -0.116 -0.029
Si 9.572 4.12 17.711 0.109 -0.023 -0.239
Si 6.896 6.843 17.452 0.005 0.058 -0.194
Si 9.555 9.704 17.878 -0.062 0.095 -0.158
Si 6.745 12.297 18.232 0.085 -0.131 -0.042
Si 9.698 14.934 18.194 0.124 0.024 0.209
Si 12.211 1.443 18.114 -0.186 0.251 0.022
Si 15.023 4.068 18.063 0 -0.131 0.181
Si 12.205 7.048 17.704 0 0.033 -0.181
Si 14.992 9.514 18.101 0.147 -0.042 0.177
Si 12.467 12.225 17.99 0.02 -0.155 -0.004
Si 14.933 15.082 18.083 -0.164 0.193 -0.091
Si 0.124 2.647 19.558 0.191 -0.003 0.041
Si 2.687 16.27 19.416 -0.377 -0.229 0.449
Si 16.391 8.112 19.501 -0.179 -0.094 -0.043
Si 2.849 5.398 19.145 0.058 -0.04 0.22
Si 0.046 13.496 18.898 0.315 -0.307 0.504
Si 2.645 10.89 19.178 0.127 -0.23 -0.299
Si 5.4 2.75 18.984 -0.065 0.008 0.222
Si 7.928 0.455 20.029 -0.096 0.227 -0.185
Si 5.722 8.086 18.949 0.122 0.071 -0.049
Si 8.158 5.533 18.836 -0.078 0.021 0.074
Si 5.193 13.476 19.69 -0.216 -0.012 0.019
Si 8.249 10.921 19.464 0.013 -0.158 0.244
Si 10.758 2.988 19.364 -0.012 -0.093 0.218
Si 13.519 0.112 19.571 0.152 -0.31 -0.006
Si 10.918 8.369 19.19 0.28 0.076 0.212
Si 13.46 5.666 19.006 0.138 -0.121 0.209
Si 11.202 13.528 19.411 -0.038 0.076 0.059
Si 13.59 10.839 19.607 0.236 0.27 0.254
Si 2.023 3.796 20.675 -0.053 0.001 -0.16
Si 4.073 1.446 20.419 -0.022 0.309 0.011
Si 0.975 9.987 20.551 0.022 -0.21 -0.097
Si 4.596 6.535 20.231 0.159 -0.192 0.534
Si 1.563 13.818 20.69 -0.635 -0.073 0.141
Si 3.421 12.286 20.898 0.079 0.385 -0.118
Si 6.659 4.331 20.126 -0.143 0.131 0.76
Si 8.964 2.453 20.93 -0.052 0.375 -0.136
Si 7.307 8.955 20.498 0.153 -0.164 0.076
Si 9.502 6.857 20.174 -0.044 0.016 0.669
Si 6.261 15.95 21.499 -0.282 0.294 -0.171
Si 9.852 12.168 20.76 -0.227 0.004 -0.148
Si 11.812 4.817 20.47 -0.266 0.145 -0.011
Si 15.066 1.289 20.967 -0.06 -0.035 0.107
Si 11.887 9.817 20.921 -0.087 -0.368 0.107
Si 14.845 6.611 20.614 -0.02 -0.024 -0.134
Si 12.293 14.971 20.997 0.206 0 0.03
Si 16.048 11.971 20.656 0.03 0.968 0.104
Si 2.084 11.556 28.339 0.049 -0.159 0.02
Si 2.917 10.669 22.726 0.034 -0.099 0.164
Si 2.578 2.418 25.411 -0.129 0.013 0.127
Si 5.047 8.47 22.422 -0.15 -0.221 0.071
Si 4.2 8.432 26.602 0.027 -0.067 -0.039
Si 9.812 14.471 22.841 0.4 -0.3 -0.06
Si 7.66 14.493 26.477 0.138 0.054 0.1
Si 10.064 3.369 23.788 -0.082 0.071 0.341
Si 5.132 6.228 24.489 -0.053 -0.223 0.183
Si 11.766 5.737 24.871 0.038 -0.154 0.29
Si 5.099 10.542 28.489 0.015 -0.054 0.017
Si 6.756 14.561 31.884 0.201 -0.044 0.001
Si 14.156 15.839 23.148 0.098 -0.034 0.184
Si 14.274 4.038 25.044 0.001 -0.021 0.342
Si 0.766 4.73 25.927 -0.152 -0.069 0.082
Si 9.527 12.615 27.601 0.141 -0.083 0.228
Si 1.845 10.224 25.488 -0.045 -0.104 0.155
Si 7.481 12.211 29.791 0.125 -0.032 0.04
Si 5.693 15.915 27.819 -0.073 0.033 0.185
Si 14.321 4.172 22.044 -0.173 0.158 -0.072
Si 5.743 1.675 25.528 -0.057 0.321 0.237
Si 4.127 8 29.54 0.014 -0.189 0.039
Si 1.696 5.24 31.603 0.145 0.129 -0.406
Si 7.473 4.24 25.51 -0.026 0.194 0.037
Si 13.078 0.539 27.407 -0.051 -0.101 -0.071
Si 9.68 5.615 27.266 -0.001 -0.136 -0.005
Si 10.47 7.91 29.229 0.056 -0.082 -0.008
Si 14.023 14.617 25.814 -0.046 -0.105 0.119
Si 7.179 15.926 23.686 -0.096 -0.117 0.645
Si 12.403 1.504 24.764 0.097 0.071 0.129
Si 2.388 4.63 23.573 0.156 -0.012 0.282
Si 13.273 7.986 23.131 -0.039 -0.02 -0.05
Si 3.169 0.027 29.329 0.026 0.306 -0.069
Si 15.26 9.138 25.372 -0.01 0.023 0.299
Si 16.242 7.15 27.56 -0.037 -0.134 0.055
Si 15.046 2.853 33.761 0.001 0.28 -0.417
Si 4.357 0.087 31.794 0.156 -0.008 -0.183
Si 15.092 2.09 28.598 -0.012 0.154 0.097
Si 1.216 0.61 27.351 -0.101 0.119 -0.171
Si 16.234 0.263 33.195 0.057 -0.112 -0.297
Si 0.253 7.753 32.189 -0.016 -0.195 -0.277
Si 2.698 15.388 32.908 0.136 0.076 -0.139
Si 8.382 0.384 28.425 0.193 0.062 0.006
Si 4.758 5.299 31.026 -0.073 -0.061 -0.009
Si 6.661 5.295 33.295 -0.13 -0.004 -0.172
Si 11.366 13.429 25.418 0.26 -0.085 0.128
Si 8.995 9.859 31.281 0.071 -0.075 -0.123
Si 13.244 0.368 30.247 -0.081 0.034 -0.077
Si 14.955 14.507 31.286 -0.031 0.111 -0.26
Si 14.22 5.657 32.256 -0.048 0.174 -0.407
Si 15.539 5.051 29.668 -0.015 0.087 -0.055
Si 8.509 0.519 31.337 -0.057 -0.008 0.033
Si 11.913 10.48 31.674 -0.138 -0.224 -0.285
Si 0.967 14.515 29.077 -0.144 0.033 -0.034
Si 4.298 0.751 34.44 0.25 0.373 0.119
Si 1.602 9.773 34.143 -0.003 -0.08 -0.296
Si 7.108 3.342 31.061 -0.05 0.045 -0.096
Si 1.254 8.924 29.658 -0.072 -0.06 -0.077
Si 3.122 12.399 33.562 0.143 0.101 -0.245
Si 9.491 3.179 29.114 0.005 0.062 -0.03
Si 11.038 2.105 31.653 -0.109 -0.215 -0.432
Si 6.09 12.363 33.817 -0.036 -0.057 -0.163
Si 8.789 7.68 33.278 0.015 -0.029 -0.245
Si 13.489 11.683 26.279 -0.054 0.06 -0.08
Si 8.545 11.335 34.952 -0.221 0.341 -0.106
Si 10.79 3.73 34.34 0.098 0.123 -0.461
Si 11.686 7.406 31.883 0.053 -0.01 -0.16
Si 0.975 4.405 34.438 0.112 0.043 -0.241
Si 11.645 10.546 28.534 0.076 -0.032 -0.065
Si 13.983 12.368 33.364 -0.054 0.158 -0.377
O 16.069 0.214 34.81 -0.19 0.051 0.173
O 16.04 14.368 30.042 0.208 -0.24 0.084
O 2.181 4.175 35.492 -0.078 0.096 0.111
O 3.577 2.028 35.119 0.099 -0.06 0.023
O 0.244 5.827 34.762 0.089 -0.191 -0.336
O 16.314 3.21 34.727 0.02 0.024 0.348
O 4.255 6.816 35.664 0.03 0.327 0.115
O 2.774 8.777 34.703 -0.044 0.182 0.063
O 15.05 11.547 34.341 0.194 -0.216 0.547
O 0.767 10.318 35.422 0.183 0.138 -0.265
O 3.052 12.827 35.133 0.198 -0.097 0.328
O 1.266 14.789 35.738 0.213 -0.038 0.331
O 7.019 14.798 36.117 -0.34 0.019 0.324
O 7.556 2.037 0.288 -0.063 -0.02 0.125
O 9.328 3.047 34.637 -0.128 0.28 -0.045
O 10.642 2.78 30.209 0.218 0.037 0.11
O 6.265 5.118 34.873 -0.305 0.068 0.44
O 8.226 3.822 29.949 -0.198 0.25 0.181
O 7.619 10.414 35.994 -0.304 -0.066 -0.175
O 7.522 11.529 33.634 0.204 -0.035 0.308
O 5.7 12.157 35.392 0.137 -0.292 0.253
O 4.657 11.992 33.075 -0.087 -0.144 -0.102
O 10.3 10.593 31.957 0.042 0.09 0.396
O 8.751 12.833 35.604 0.111 -0.097 -0.181
O 9.943 0.88 35.885 -0.207 0.205 0.167
O 11.943 15.268 35.656 0.537 0.054 0.427
O 11.82 3.282 35.545 -0.151 -0.075 0.027
O 13.944 2.172 34.737 -0.309 -0.158 0.24
O 10.684 9.939 1.042 0.119 0.39 -0.179
O 10.672 5.336 34.715 -0.046 0.259 0.459
O 14.627 7.305 35.657 0.225 -0.346 0.285
O 12.52 9.37 35.409 -0.206 0.477 0.06
O 10.092 10.786 34.781 0.099 -0.414 0.05
O 13.358 13.512 34.372 -0.16 0.009 0.342
O 8.7 8.039 34.858 0.221 -0.011 0.19
O 12.357 8.908 31.892 0.278 -0.029 0.09
O 3.116 2.608 21.128 -0.308 0.09 -0.21
O 1.979 4.786 22.012 -0.351 -0.048 -0.117
O 4.993 0.653 21.555 0.271 -0.312 0.093
O 8.741 12.933 29.01 -0.04 -0.051 0
O 3.814 5.357 24 0.012 0.113 -0.027
O 14.424 11.706 20.853 -0.153 -0.459 -0.582
O 4.081 7.632 21.384 -0.037 -0.193 -0.029
O 1.715 9.756 22.036 -0.096 -0.016 -0.213
O 1.903 15.452 20.759 0.288 0.457 -0.536
O 0.423 13.062 21.759 0.225 -0.228 -0.261
O 5.873 14.474 20.856 0.243 -0.088 -0.071
O 8.621 15.71 27.175 0.073 0.024 0.032
O 5.641 5.395 20.966 -0.18 -0.087 -0.746
O 7.657 3.502 21.175 0.517 -0.311 -0.201
O 14.14 15.728 27.019 0.15 -0.14 0.104
O 15.305 0.252 22.286 -0.05 0.257 -0.616
O 6.306 9.282 21.771 0.254 0.306 -0.037
O 8.433 7.822 21.088 0.16 0.205 -0.555
O 12.266 7.06 24.044 0.099 0.231 -0.322
O 10.569 5.846 21.026 0.243 -0.209 -0.624
O 9.018 15.673 19.557 -0.051 0.095 -0.186
O 8.762 15.679 23.199 0.091 0.174 -0.278
O 12.469 14.605 25.323 -0.106 0.116 -0.031
O 9.239 13.219 21.913 -0.361 0.138 0.205
O 12.74 4.545 21.81 -0.041 -0.318 0.301
O 14.378 2.595 21.701 -0.225 0.053 -0.054
O 4.152 9.648 23.093 0.325 -0.015 0.248
O 13.647 2.546 24.944 0.278 0.08 -0.105
O 12.381 9.128 22.356 0.004 0.349 -0.257
O 10.765 10.945 21.451 0.203 -0.159 -0.482
O 1.895 3.604 26.379 -0.07 -0.251 -0.116
O 15.359 5.088 21.142 0.191 0.109 0.102
O 9.82 2.741 22.313 0.022 -0.299 -0.133
O 13.508 14.705 22.134 -0.295 -0.231 -0.253
O 3.758 7.702 27.987 -0.091 -0.161 -0.18
O 2.898 9.009 25.805 -0.023 -0.096 -0.305
O 5.073 9.346 29.635 -0.09 -0.029 0.029
O 0.806 8.261 28.24 0.082 0.194 -0.138
O 6.322 14.461 27.422 -0.041 -0.225 0.141
O 6.344 11.569 28.785 -0.182 -0.077 -0.082
O 2.452 1.065 28.319 0.174 -0.061 -0.002
O 1.766 1.023 25.837 0.191 -0.01 0.139
O 4.849 7.187 25.783 0.279 -0.081 0.015
O 2.38 11.126 24.221 0.113 0.045 -0.266
O 2.314 3.005 23.9 -0.079 -0.173 -0.079
O 5.172 9.717 27.039 0.101 0.256 -0.074
O 1.558 6.764 32.158 -0.079 -0.019 -0.034
O 4.869 6.677 30.139 0.139 -0.075 -0.124
O 7.16 14.856 24.965 0.101 0.177 -0.389
O 3.712 11.432 28.522 -0.001 0.188 0.198
O 8.624 3.653 24.509 0.164 0.065 0.031
O 10.984 2.217 24.48 -0.074 -0.043 -0.082
O 8.219 5.188 26.631 -0.207 0.282 -0.111
O 6.355 5.185 24.781 -0.182 0.195 -0.205
O 9.612 6.912 28.265 -0.097 0.131 0.177
O 10.753 6.06 26.118 0.244 0.207 -0.133
O 10.314 13.701 24.217 -0.108 0.011 -0.195
O 5.645 7.311 23.392 0.107 0.349 -0.229
O 6.613 0.999 24.279 0.023 -0.076 -0.351
O 6.934 13.373 30.786 -0.231 0.122 0.13
O 14.843 15.126 24.476 0.231 -0.016 -0.221
O 12.943 0.458 23.625 -0.052 -0.186 -0.269
O 14.051 7.215 21.923 0.044 -0.047 -0.086
O 13.823 1.988 27.59 0.052 -0.19 0.104
O 14.737 4.507 23.564 0.111 0.194 -0.215
O 15.637 4.105 25.952 -0.106 -0.14 -0.178
O 11.479 8.913 28.391 -0.087 -0.164 -0.18
O 10.757 13.506 26.956 0.058 -0.14 -0.054
O 1.685 11.185 26.798 0.179 0.177 -0.237
O 15.263 7.939 26.507 0.08 0.072 0.069
O 3.318 15.827 34.41 0.234 -0.25 -0.145
O 2.68 8.343 30.222 -0.107 0.228 0.111
O 4.305 15.568 28.556 -0.044 -0.306 -0.148
O 3.852 0.934 30.488 -0.167 -0.081 -0.232
O 4.211 2.267 25.381 0.02 0.059 -0.158
O 13.093 5.046 25.561 -0.15 -0.025 -0.153
O 5.266 5.69 32.531 0.042 0.113 0.139
O 3.175 4.893 31.029 -0.141 -0.276 0.144
O 1.357 10.532 29.396 0.092 -0.117 -0.083
O 0.107 8.528 30.747 -0.211 0.134 -0.017
O 0.594 5.049 30.411 0.207 -0.155 -0.101
O 5.557 15.49 31.314 -0.338 -0.144 -0.173
O 7.347 1.704 31.193 -0.053 0.01 0.254
O 6.761 0.393 28.692 -0.234 0.162 0.215
O 10.932 4.749 23.872 0.037 0.173 -0.428
O 12.055 0.751 26.179 -0.194 0.174 0.162
O 5.452 0.417 26.506 0.13 0.052 0.014
O 10.151 4.3 28.13 0.295 -0.238 -0.086
O 9.444 8.881 30.047 -0.099 0.137 0.058
O 12.742 6.313 32.491 -0.212 -0.002 0.035
O 8.007 15.588 32.137 0.097 -0.041 0.082
O 14.367 13.096 26.358 -0.076 -0.072 0.123
O 8.339 12.988 26.498 0.016 0.129 -0.074
O 10.975 15.242 21.979 -0.041 0.123 0.147
O 13.598 15.237 30.707 -0.145 -0.234 0.169
O 12.375 0.21 28.848 0.069 -0.049 0.12
O 16.35 1.498 27.784 -0.02 0.066 -0.058
O 0.828 15.428 27.681 0.111 -0.012 0.002
O 0.812 6.021 26.902 0.203 0.024 -0.053
O 15.412 3.632 28.918 -0.029 -0.113 -0.101
O 15.361 6.325 28.662 0.061 0.007 -0.06
O 1.19 5.305 24.458 0.03 -0.042 -0.355
O 15.315 6.86 32.47 -0.086 -0.078 0.259
O 12.038 10.916 30.089 0.121 0.299 0.052
O 0.405 9.554 25.08 0.238 0.103 0.016
O 1.525 13.047 28.669 0.12 0.134 -0.01
O 15.608 1.717 32.706 0.199 0.027 0.328
O 1.367 16.345 32.741 0 -0.11 -0.22
O 4.791 1.195 32.931 -0.307 -0.207 0.126
O 1.42 4.264 32.875 0.033 -0.112 0.484
O 14.478 4.287 33.137 0.031 -0.391 0.392
O 2.097 15.345 29.943 0.159 0.132 0.29
O 7.27 3.946 32.579 -0.02 -0.287 -0.054
O 14.67 13.068 32.022 0.148 -0.203 0.269
O 14.471 10.5 25.797 -0.087 0.057 -0.223
O 2.556 13.74 32.751 -0.005 0.09 -0.111
O 0.522 8.92 33.272 -0.029 0.073 0.199
O 8.992 1.901 28.178 -0.205 -0.166 0.027
O 5.625 0.33 35.239 0.096 0.279 -0.207
O 9.809 1.126 32.118 0.174 -0.12 0.421
O 9.017 16.359 29.872 0.113 -0.09 -0.014
O 2.225 11.048 33.301 -0.208 -0.261 0.154
O 5.675 4.011 30.518 -0.069 -0.018 0.078
O 6.655 2.93 26.098 0.045 -0.412 0.187
O 7.798 6.421 33.022 -0.069 -0.128 0.068
O 12.191 11.991 25.291 0.042 -0.03 -0.169
O 6.401 13.887 33.325 0.073 0.245 0.078
O 7.991 10.971 30.696 -0.061 -0.133 0.242
O 8.235 8.953 32.406 -0.17 0.185 0.042
O 12.394 1.205 31.376 -0.109 -0.081 0.377
O 11.271 3.247 32.825 0.14 0.255 0.285
O 15.405 15.476 32.497 -0.195 -0.051 0.113
O 11.323 7.023 30.322 0.095 -0.169 -0.154
O 10.313 7.386 32.762 0.105 -0.106 0.105
O 14.657 1.178 29.905 0.129 0.049 -0.02
O 14.3 5.161 30.708 -0.191 -0.164 0.117
O 12.81 11.403 32.686 0.168 0.128 0.433
O 10.228 11.155 27.914 -0.065 0.096 -0.042
O 14.464 8.599 24.06 -0.092 0.078 -0.174
O 12.901 11.177 27.712 0.009 0.266 0.036
Si 0.011 0.018 5.579 0.119 0.072 -0.022
Si 2.685 2.76 5.533 -0.001 -0.038 -0.082
Si 16.398 5.491 5.52 0.007 0.013 -0.12
Si 2.735 8.196 5.574 0.047 -0.026 -0.106
Si 16.401 10.935 5.575 0.053 0.065 -0.072
Si 2.643 13.666 5.601 -0.036 -0.042 -0.022
Si 5.422 0.033 5.663 0.049 0.006 0.005
Si 8.218 2.719 5.698 0.047 0.056 -0.018
Si 5.435 5.458 5.604 -0.018 -0.014 -0.055
Si 8.198 8.103 5.711 -0.002 -0.069 0.028
Si 5.411 10.903 5.658 0.001 -0.109 -0.006
Si 8.223 13.651 5.654 -0.03 -0.041 0
Si 11.006 16.365 5.636 -0.059 0.031 0.008
Si 13.729 2.713 5.61 -0.038 0.062 -0.049
Si 10.967 5.398 5.724 -0.175 -0.05 -0.016
Si 13.708 8.209 5.594 0.026 0.061 -0.064
Si 10.981 10.88 5.731 -0.011 0.022 0.017
Si 13.672 13.668 5.679 0.031 -0.028 -0.022
Si 1.372 1.377 6.951 -0.003 -0.042 -0.004
Si 4.059 4.087 6.953 0.012 0.055 -0.018
Si 1.364 6.823 6.931 0.027 -0.005 -0.001
Si 4.063 9.532 7.011 0.025 0.039 0.015
Si 1.319 12.299 6.992 -0.05 0.079 0.007
Si 4.046 15.023 6.973 0.052 0.011 -0.036
Si 6.818 1.366 7.028 -0.003 -0.017 0.031
Si 9.577 4.065 7.077 0.063 -0.018 0.039
Si 6.794 6.775 7.046 0.034 0.041 -0.024
Si 9.574 9.509 7.04 0.005 -0.004 -0.001
Si 6.816 12.28 6.99 0.007 0.03 -0.033
Si 9.594 15.03 7.007 0.008 0.009 -0.055
Si 12.357 1.352 6.995 0.021 -0.05 -0.017
Si 15.074 4.114 6.948 -0.007 -0.038 0.016
Si 12.337 6.84 6.995 -0.061 0.017 -0.03
Si 15.064 9.569 6.975 -0.006 -0.092 -0.012
Si 12.332 12.291 7.05 -0.029 -0.006 0.015
Si 15.061 15.056 6.986 -0.058 -0.008 0.012
Si 0.01 2.732 8.331 0.038 0.032 0.01
Si 2.709 16.402 8.35 0 0.004 0.002
Si 0.018 8.187 8.33 -0.012 0.011 -0.013
Si 2.711 5.457 8.33 0.009 -0.003 -0.006
Si 16.39 13.675 8.375 0.047 -0.008 0.013
Si 2.703 10.929 8.351 0.026 -0.04 -0.001
Si 5.433 2.738 8.362 0.038 0 0.002
Si 8.204 16.391 8.364 -0.043 -0.003 -0.001
Si 5.438 8.174 8.384 0.009 -0.027 0.005
Si 8.187 5.435 8.417 0.011 -0.006 0.005
Si 5.441 13.662 8.334 0.022 -0.005 0.005
Si 8.191 10.912 8.358 -0.012 -0.029 0
Si 10.969 2.69 8.384 -0.109 -0.016 0.001
Si 13.7 16.398 8.374 -0.02 0.036 0.011
Si 10.962 8.172 8.397 -0.015 0.031 0.003
Si 13.698 5.455 8.341 -0.006 0 -0.008
Si 10.951 13.668 8.379 -0.012 -0.039 0.009
Si 13.708 10.92 8.382 0.005 0.054 -0.003
Si 1.364 4.085 9.71 -0.004 -0.015 -0.008
Si 4.082 1.351 9.726 0.026 -0.016 0.006
Si 1.357 9.556 9.724 -0.004 0.012 -0.007
Si 4.072 6.801 9.733 0.005 0.007 -0.019
Si 1.359 15.036 9.742 -0.007 0.005 0
Si 4.083 12.297 9.71 0.02 0.01 -0.003
Si 6.81 4.067 9.766 0.006 0.027 0.011
Si 9.578 1.337 9.74 0.041 -0.005 0.013
Si 6.818 9.557 9.728 0.007 -0.002 0.003
Si 9.575 6.815 9.757 -0.007 0.01 0.003
Si 6.82 15.02 9.704 0.011 -0.006 0.005
Si 9.564 12.296 9.709 -0.001 0.032 0.004
Si 12.332 4.084 9.721 -0.014 0.008 -0.015
Si 15.058 1.369 9.729 -0.016 0 0.001
Si 12.324 9.567 9.741 -0.017 -0.028 0.009
Si 15.055 6.826 9.706 0.001 -0.002 -0.017
Si 12.316 15.04 9.738 0.007 -0.01 0.001
Si 15.041 12.306 9.756 -0.026 -0.028 0.015

Results
total energy: -115446.860 eV
total energy less fixed offsets of O -438.35, Si -107.03 eV per atom: 19.480 eV
